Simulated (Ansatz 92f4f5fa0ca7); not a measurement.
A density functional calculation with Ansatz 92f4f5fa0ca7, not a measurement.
Periodic cell of 198 atoms, Si117O81, from a study of silicon, its oxide and their interface. The atomic structure is a simulated model.

Settings: functional r2SCAN; potential files Ansatz norm-conserving; basis plane waves; wave-function cutoff 1300 eV; density cutoff ratio 4; exchange-correlation grid ratio 1; k mesh 2 x 2 x 1, shifted by 0.5 0.5 0.5 of a step; self-consistency stop 5e-08 eV per atom in the density residual; occupations Fermi-Dirac, 0.05 eV; spin none; net charge 0.

Cell vectors (angstrom)
a, 11.5403, 0, 0
b, 0, 11.5403, 0
c, 0.9531, -2.2413, 26.0242

Atoms: element, x, y, z (angstrom)
Si, 8.6253, 9.9755, -1.1938
Si, 7.3698, 5.2567, -0.0471
Si, 6.5338, 8.3629, 2.9663
Si, 1.6724, 12.3849, 1.0949
Si, 0.5346, 5.3005, 0.4517
Si, 0.73, 8.1747, 0.6774
Si, 1.9757, 10.5871, -0.3562
Si, 4.7726, 4.2394, -0.0099
Si, 3.0918, 8.2197, 0.8447
Si, -0.5012, 12.2661, 2.2905
Si, -1.2571, 4.4894, 2.8965
Si, -0.8913, 8.233, 2.4813
Si, 3.563, 12.145, 2.663
Si, 2.9589, 4.7973, 2.3693
Si, 4.1112, 8.2894, 2.9244
Si, 8.211, 12.2716, 0.5547
Si, 7.9055, 4.4933, 2.9396
Si, 8.7521, 7.8963, 0.9011
Si, -0.6975, 2.4546, 3.9449
Si, -0.6544, 6.4464, 4.0418
Si, -0.6897, 10.3083, 3.7565
Si, 2.8771, 2.3952, 3.9932
Si, 3.373, 6.3591, 4.0823
Si, 3.2941, 10.2428, 4.0605
Si, 7.1063, 2.586, 4.1486
Si, 7.1503, 6.4141, 4.1409
Si, 6.9401, 10.3463, 4.1391
Si, 9.0324, 2.4176, 5.461
Si, 9.0413, 6.503, 5.5129
Si, 8.9969, 10.3102, 5.3472
Si, 1.0976, 2.4418, 5.458
Si, 1.3338, 6.414, 5.3377
Si, 1.2187, 10.2162, 5.297
Si, 5.3631, 2.7209, 5.6294
Si, 5.2476, 6.276, 5.5187
Si, 5.1084, 10.3045, 5.5611
Si, 8.9825, 12.1061, 6.9006
Si, 9.1211, 4.4533, 6.7427
Si, 9.0003, 8.4329, 6.8517
Si, 1.1976, 12.0987, 6.8308
Si, 1.2067, 4.4574, 6.7219
Si, 1.3021, 8.3149, 6.7434
Si, 5.0908, 12.2451, 6.8486
Si, 5.284, 4.5129, 7.0295
Si, 5.1817, 8.3023, 6.7684
Si, -0.6413, 12.1805, 8.3065
Si, -0.6233, 4.4702, 8.2842
Si, -0.5834, 8.2936, 8.1864
Si, 3.1635, 12.2243, 8.1786
Si, 3.1434, 4.4533, 8.0271
Si, 3.2587, 8.3541, 8.0988
Si, 7.0023, 12.1061, 8.247
Si, 7.3131, 4.4679, 8.2083
Si, 7.0404, 8.3811, 8.2124
Si, -0.6699, 2.5657, 9.7755
Si, -0.6206, 6.4091, 9.6862
Si, -0.5571, 10.2045, 9.5567
Si, 3.1242, 2.6471, 9.5214
Si, 3.2336, 6.3628, 9.3478
Si, 3.2558, 10.2804, 9.484
Si, 7.1507, 2.5173, 9.5443
Si, 7.1879, 6.4155, 9.4827
Si, 6.9867, 10.2213, 9.7083
Si, 8.865, 2.2457, 11.1594
Si, 7.5509, 5.7529, 12.8675
Si, 9.057, 10.0995, 10.8585
Si, 1.3197, 2.6639, 11.0928
Si, 1.4594, 6.4729, 10.8583
Si, 1.4007, 10.3105, 10.8796
Si, 5.2749, 6.3934, 12.6279
Si, 5.1929, 5.676, 10.445
Si, 4.9735, 10.3184, 11.0988
Si, 10.9329, -0.1829, 13.8883
Si, 9.2417, 8.3876, 12.4453
Si, 11.3984, 8.2545, 13.446
Si, 1.8419, 12.219, 12.2812
Si, 1.6018, 4.6933, 12.3648
Si, 1.8476, 8.3925, 12.1567
Si, 5.1631, 3.2461, 10.5674
Si, 5.3108, 2.6573, 12.8163
Si, 4.3363, 8.5677, 12.7138
Si, 7.6918, 3.3663, 12.854
Si, 0.4364, 5.915, 14.1948
Si, 8.8992, 6.5279, 11.0781
Si, 4.2336, 12.029, 12.8061
Si, 3.8809, 4.5364, 13.2577
Si, 5.1063, 9.7885, 14.5753
Si, 9.1435, 4.696, 15.0367
Si, 9.0896, 11.7715, 12.4141
Si, 7.4544, 10.1361, 14.3809
Si, 6.4307, 8.3225, 20.9792
Si, 6.2682, 7.0033, 18.3629
Si, 13.7212, 8.2274, 18.391
Si, 4.6139, 5.3733, 24.1075
Si, 11.5806, 10.2762, 18.3399
Si, 11.1924, 5.4138, 21.2337
Si, 2.5565, 5.7907, 15.4275
Si, 13.7286, 5.4974, 22.526
Si, 4.3891, 3.7414, 21.6735
Si, 13.7827, 5.1669, 17.5915
Si, 9.3874, 11.4445, 16.4081
Si, 4.8514, 8.2975, 23.3798
Si, 2.9892, 1.0544, 24.9707
Si, 6.3937, 10.594, 22.6613
Si, 10.3594, 11.4707, 20.7223
Si, 7.1273, 10.0461, 28.9767
Si, 12.8737, 7.8929, 21.1333
Si, 10.5842, 9.2446, 22.4635
Si, 1.4997, 12.339, 19.9733
Si, 9.2553, 1.906, 18.7135
Si, 3.7145, 12.2067, 22.0935
Si, 7.7115, 4.4285, 17.8808
Si, 4.95, 4.4817, 18.8078
Si, 4.4004, 8.2834, 16.2789
Si, 7.992, 0.5691, 24.7555
Si, 8.7834, 6.9285, 22.1281
Si, 11.9353, 3.3001, 19.0302
O, 9.6697, 12.273, 1.2787
O, 7.9329, 10.3192, 27.5762
O, 7.4283, 4.4369, 1.357
O, 7.3117, 8.4442, 1.4839
O, 5.7623, 5.523, -0.2885
O, -0.633, 4.5897, 1.3374
O, 1.8901, 5.5133, 1.3548
O, 4.2837, 4.3072, 1.5396
O, 2.1777, 3.4821, 2.9298
O, 4.1535, 3.2631, 4.5873
O, 12.3422, 0.6039, 13.5992
O, 8.1799, 8.8244, 13.6886
O, 8.7077, 3.3423, 14.2031
O, -0.8021, 5.0391, 14.9602
O, 11.2761, 9.7649, 14.2254
O, 8.7235, 2.0379, 24.7127
O, 8.1506, 13.3736, -0.6351
O, 12.7518, 11.3908, 18.6662
O, 5.0909, 6.0904, 19.0246
O, 9.3585, 8.8581, -0.2897
O, 1.7995, 2.1442, 25.1688
O, 4.109, 2.2154, 22.0285
O, 9.6057, 11.018, -1.9991
O, 3.8039, 7.261, -0.3356
O, 1.9015, 13.7074, 0.0987
O, 0.1128, 6.7988, -0.0259
O, 3.2537, 9.796, 0.3385
O, 5.6885, 2.9227, -0.3425
O, 9.6327, 5.6125, 21.6665
O, 3.4327, 8.67, 24.1085
O, 13.6451, 6.6102, 18.343
O, 8.3026, 5.9414, 14.3631
O, 5.2078, 4.3749, 22.9513
O, 11.7801, 6.7936, 20.5714
O, 10.5118, 10.5809, 17.1874
O, 4.4122, 11.2975, 14.326
O, 5.7544, 7.5545, 16.9146
O, 7.0703, 9.7647, 21.4251
O, 0.1975, 12.3015, 20.9547
O, 7.7384, 11.4321, 13.3832
O, 13.8707, 7.0531, 22.0914
O, 2.8131, 11.8427, 20.7897
O, 8.1727, 10.5217, 15.8267
O, 2.9783, 5.3785, 23.929
O, 11.2621, 4.1576, 20.2317
O, 10.7953, 2.3289, 18.4184
O, 8.6219, 4.4317, 16.5501
O, 12.4313, 4.3061, 17.8709
O, 12.1504, 5.0928, 22.5337
O, 9.2425, 0.9647, 20.0808
O, 10.2464, 12.0925, 15.1865
O, 2.9887, 4.5512, 21.465
O, 6.435, 8.28, 19.3568
O, 3.4648, 7.1894, 15.4596
O, 8.7609, 12.563, 17.432
O, 6.1286, 3.9772, 17.778
O, 7.4813, 11.6178, 23.2877
O, 10.0411, 10.7628, 22.1624
O, 3.4589, 8.7872, 17.5541
O, 12.1205, 9.0747, 21.9547
O, 3.4797, 4.2431, 18.1838
O, 13.7638, 8.6014, 19.9779
O, 5.9151, 9.4916, 23.7839
O, 2.8929, 0.4094, 23.4792
O, 12.3261, 8.9064, 17.873
O, 7.6763, 9.2092, -2.2765
O, 0.6776, 9.5474, -0.3002
O, 9.6077, 8.2382, 21.6512
O, 8.3441, 6.5277, 0.0625
O, 7.609, 6.0292, 18.319
O, 1.6389, 2.3554, 19.5161
O, 5.0917, 11.3641, 22.0816
O, 4.4124, 1.8644, 25.0697
O, 4.9609, 8.2498, 21.7229
O, 5.3054, 6.8212, 23.8643
O, 7.8029, 10.8699, -0.1418
O, 3.4943, 4.5359, 14.8751
O, 5.1828, 3.7795, 20.2577
O, 8.3773, 3.2859, 18.8694
O, 10.6652, 10.2237, 19.7009
O, 7.3148, 7.0242, 21.4586

Results
free energy: -51371.180 eV
free energy less fixed offsets of O -463.61, Si -117.95 eV per atom: -18.620 eV
pressure: -2.17 GPa
stress xx, yy, zz, yz, xz, xy (GPa, positive in tension): 3.4, 1.63, 1.46, -0.03, 0.08, -0.1

Forces (eV/angstrom), in the order of the atoms: element, x, y, z
Si, -0.1227, 0.0764, -0.2487
Si, -0.12, -0.2007, -0.4543
Si, 0.2126, 0.1422, -0.6436
Si, 0.4404, 0.5767, -0.8922
Si, -0.2273, -0.0837, -0.1046
Si, -0.5184, 0.1322, -0.0706
Si, 0.199, -0.4078, -0.8701
Si, 0.2477, -0.0274, -0.2074
Si, 0.4598, -0.1561, -0.3817
Si, -1.0587, -0.108, 0.0997
Si, 0.7995, 0.1205, -0.5007
Si, 0.1034, 0.0007, -0.1981
Si, 0.3294, -0.1709, 0.7331
Si, 0.0565, 0.1056, -0.0207
Si, -0.3282, -0.1337, 0.1613
Si, -0.4112, 0.1599, -0.3617
Si, -0.8159, -0.0448, -0.5758
Si, -0.0221, 0.2147, -0.4782
Si, -0.0727, -0.0291, 0.1214
Si, 0.0551, 0.2723, 0.0306
Si, -0.0545, -0.3322, 0.1902
Si, -0.0541, 0.7073, -0.2099
Si, 0.1032, 0.0277, 0.0075
Si, -0.017, -0.0964, -0.1156
Si, 0.0525, 0.0893, 0.2395
Si, 0.0107, -0.2125, 0.0644
Si, -0.1454, 0.1059, -0.0016
Si, 0.0809, -0.1348, -0.0019
Si, 0.1868, -0.0659, 0.1645
Si, 0.1628, 0.1987, -0.0841
Si, -0.0378, -0.1195, 0.2836
Si, -0.1021, -0.0828, -0.0065
Si, 0.0343, -0.0256, -0.1151
Si, -0.2193, 0.5321, -0.3778
Si, -0.1161, 0.0762, -0.1305
Si, -0.1815, -0.0759, -0.0306
Si, -0.0276, 0.0925, 0.0867
Si, -0.2132, 0.0528, -0.102
Si, 0.0495, -0.1049, -0.0605
Si, 0.0318, 0.1023, -0.1249
Si, 0.1819, -0.0176, -0.1731
Si, 0.0033, -0.1113, -0.0846
Si, 0.1234, 0.0135, 0.097
Si, -0.0066, 0.023, 0.3742
Si, -0.0728, 0.0098, 0.1318
Si, -0.1413, -0.1246, -0.0092
Si, 0.0706, -0.0706, 0.0676
Si, -0.1219, 0.1366, 0.101
Si, -0.0568, 0.0283, -0.0329
Si, -0.0202, -0.0054, -0.012
Si, 0.0209, -0.0582, 0.0012
Si, 0.0761, 0.2213, -0.1206
Si, 0.2303, -0.1628, -0.0656
Si, -0.1233, -0.0382, -0.1304
Si, -0.0248, -0.0333, 0.0567
Si, -0.0204, -0.0517, 0.0726
Si, 0.0127, 0.0213, 0.1396
Si, -0.0156, 0.0732, -0.0059
Si, -0.1926, 0.0449, -0.0318
Si, 0.0476, 0.0518, -0.1095
Si, 0.0138, -0.1321, -0.2073
Si, 0.123, 0.108, -0.1337
Si, -0.1066, -0.0262, 0.1578
Si, -0.1023, 0.2025, -0.1262
Si, 0.1185, -0.8306, 0.3053
Si, 0.0461, -0.0608, 0.0118
Si, 0.1832, 0.0514, -0.1529
Si, 0.191, -0.0943, -0.2374
Si, 0.1289, 0.1254, 0.0153
Si, -0.0874, -0.0739, 0.1544
Si, -0.1594, -0.0087, -0.0365
Si, -0.0738, -0.1322, 0.2236
Si, 0.2959, 0.3592, 0.458
Si, -0.2795, 0.5598, -0.3935
Si, 0.3428, 0.4745, 0.1428
Si, -0.5664, -0.2017, 0.2326
Si, -0.0111, 0.1049, -0.1243
Si, 0.1614, 0.1772, 0.0249
Si, -0.032, -0.0446, -0.1847
Si, 0.0845, -0.0404, -0.0227
Si, -0.2124, -0.0024, -0.7064
Si, -0.0184, 0.5014, 0.5007
Si, -0.4223, -0.4003, 0.4232
Si, -0.208, 0.0461, 0.1181
Si, 0.2184, -0.075, 0.2132
Si, 0.4067, -0.2383, 0.2741
Si, -0.2769, 0.2488, -0.1404
Si, -0.27, -0.1818, 0.0896
Si, -0.1737, -0.2421, -0.2219
Si, 0.7904, 0.2645, 0.0884
Si, 0.095, 0.0567, -0.0673
Si, 0.0515, -0.1148, 0.4657
Si, -0.154, 0.0147, 0.3801
Si, 0.2581, -0.0612, -0.0396
Si, 0.0419, -0.0283, 0.1913
Si, -0.3006, -0.0632, 0.1333
Si, 0.1063, -0.1124, 0.3588
Si, -0.0495, 0.0162, -0.0915
Si, 0.2204, -0.1793, -0.0939
Si, 0.0779, -0.2561, 0.7318
Si, 0.1635, 0.2153, 0.4492
Si, 0.15, 0.0859, -0.0744
Si, 0.1775, 0.0418, -0.4401
Si, 0.0853, 0.2275, -0.011
Si, -0.1691, 0.1534, 0.2183
Si, 0.3934, 0.1167, -0.6451
Si, 0.0234, 0.1787, 0.0572
Si, -0.0163, 0.1979, -0.1853
Si, 0.0609, -0.0137, 0.1932
Si, -0.1045, 0.1024, 0.3038
Si, 0.101, -0.0523, -0.0885
Si, -0.1072, -0.1278, 0.2035
Si, 0.0326, -0.1132, 0.0761
Si, -0.3279, -0.367, 0.9629
Si, -0.0087, 0.1308, -0.4003
Si, -0.0728, -0.1674, -0.184
Si, 0.045, -0.1113, 0.0934
O, 0.5821, -0.0314, 0.3555
O, 0.1689, -0.1614, 0.0502
O, 0.2832, -0.0252, 0.2357
O, 0.0837, -0.2209, 0.3912
O, 0.1056, -0.2709, 0.1767
O, -0.0998, 0.0451, 0.2253
O, -0.1102, -0.264, -0.0549
O, -0.2079, 0.0263, -0.006
O, 0.3915, -0.0237, -0.1168
O, -0.2272, -0.9067, 0.2276
O, 0.1312, -0.2635, -0.3526
O, 0.1754, -0.0872, -0.1855
O, -0.0663, 0.2618, -0.1364
O, 0.2021, 0.2331, -0.2231
O, -0.1988, -0.0919, -0.081
O, -0.3068, 0.0496, 0.6086
O, -0.0485, -0.1673, 0.3691
O, -0.264, -0.1157, 0.0809
O, 0.2025, -0.005, -0.3029
O, -0.1054, -0.0863, 0.22
O, 0.0756, 0.0308, 0.4353
O, -0.1114, 0.0415, 0.0382
O, -0.1839, -0.2469, 0.0252
O, -0.2519, 0.3982, 0.2707
O, -0.1099, -0.064, 0.397
O, 0.2893, -0.0087, 0.1075
O, -0.4296, 0.0162, -0.1101
O, 0.0233, 0.186, 0.1016
O, 0.1795, 0.3088, 0.0192
O, -0.1439, -0.1116, 0.5745
O, 0.0946, 0.0561, -0.1893
O, 0.0189, -0.2219, -0.3192
O, -0.4269, 0.1716, 0.1188
O, 0.1975, -0.0019, 0.1596
O, -0.1202, 0.0931, -0.1076
O, 0.0885, -0.1881, -0.4196
O, -0.2686, 0.1084, -0.2433
O, -0.2391, -0.2862, 0.1823
O, 0.0561, -0.1915, -0.3728
O, 0.1667, -0.0642, 0.0228
O, -0.2313, -0.1243, -0.0916
O, -0.1539, 0.156, 0.0318
O, 0.0281, -0.1185, -0.3983
O, 0.0924, 0.0134, -0.1475
O, 0.2403, 0.0576, -0.1539
O, -0.0696, -0.01, 0.0727
O, 0.1126, 0.0633, -0.2188
O, 0.2649, 0.0936, 0.081
O, 0.2036, 0.23, -0.1984
O, 0.3037, -0.0776, -0.2489
O, -0.0906, -0.2524, -0.049
O, 0.0003, 0.1266, 0.2329
O, -0.0939, -0.315, -0.0028
O, 0.0777, -0.0764, 0.1186
O, 0.2298, -0.146, -0.1979
O, 0.0528, 0.3097, 0.1689
O, -0.08, -0.1489, 0.2993
O, 0.2069, -0.2768, -0.2078
O, 0.1456, -0.2429, -0.3594
O, -0.1469, -0.2725, -0.0672
O, -0.1133, 0.3936, -0.0889
O, -0.1464, -0.244, -0.199
O, -0.1627, -0.1639, -0.2158
O, 0.1303, 0.1208, 0.2074
O, 0.1286, 0.0886, 0.1089
O, 0.3081, 0.247, 0.0613
O, 0.3115, -0.1638, 0.323
O, 0.0796, -0.0471, 0.2908
O, 0.1743, 0.2912, 0.4496
O, -0.3478, -0.072, -0.1271
O, -0.2653, 0.0067, -0.0609
O, -0.0835, -0.0469, 0.1332
O, -0.1516, -0.0813, 0.2353
O, 0.2124, 0.0216, 0.2447
O, -0.2873, -0.029, -0.0033
O, 0.1954, -0.0124, 0.0943
O, -0.4031, 0.7794, -0.0756
O, -0.2231, 0.182, -0.0731
O, 0.0607, 0.0209, -0.2961
O, 0.2306, 0.208, -0.2139
O, 0.0616, 0.2649, 0.0548
